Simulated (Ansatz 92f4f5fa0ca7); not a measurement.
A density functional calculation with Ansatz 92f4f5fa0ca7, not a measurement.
Periodic cell of 189 atoms, Si117O72, from a study of silicon, its oxide and their interface. The atomic structure is a simulated model.

Settings: functional r2SCAN; potential files Ansatz norm-conserving; basis plane waves; wave-function cutoff 1300 eV; density cutoff ratio 4; exchange-correlation grid ratio 1; k mesh 2 x 2 x 1, shifted by 0.5 0.5 0.5 of a step; self-consistency stop 5e-08 eV per atom in the density residual; occupations Fermi-Dirac, 0.05 eV; spin none; net charge 0.

Cell vectors (angstrom)
a	11.5403	0	0
b	0	11.5403	0
c	-0.5052	-2.81	27.0225

Atoms: element, x, y, z (angstrom)
Si	-1.0987	2.3703	1.0336
Si	-1.0203	5.5982	0.6345
Si	-1.1624	10.7497	0.9578
Si	2.7495	2.2388	1.2851
Si	2.7951	5.2438	0.7082
Si	2.7492	10.7778	0.6398
Si	6.5786	2.2653	1.2551
Si	6.54	5.2804	0.8271
Si	6.5822	10.7878	0.7433
Si	0.7555	2.2964	2.4469
Si	0.8662	5.9675	2.002
Si	0.8596	10.2028	2.077
Si	4.6709	2.2591	2.5536
Si	4.645	5.9079	2.0804
Si	4.6442	10.1498	2.009
Si	8.5695	2.3339	2.4296
Si	8.5402	5.9985	1.9763
Si	8.4368	10.2497	2.1917
Si	0.8201	4.2718	3.6337
Si	0.8527	8.0677	3.2881
Si	0.8202	11.906	3.7107
Si	4.6537	4.2437	3.6988
Si	4.6513	8.0382	3.2767
Si	4.6519	11.8266	3.6957
Si	8.5346	4.3001	3.6217
Si	8.4762	8.0763	3.2972
Si	8.4898	11.9751	3.7493
Si	-1.099	4.2722	4.9653
Si	-1.1118	8.0515	4.7025
Si	-1.1092	11.9338	5.0505
Si	2.7277	4.2386	4.9975
Si	2.7606	8.0438	4.7534
Si	2.7464	11.9291	5.0552
Si	6.604	4.2566	4.9655
Si	6.5602	8.0379	4.7343
Si	6.5557	11.946	5.0626
Si	-1.1146	2.3774	6.337
Si	-1.1128	6.2013	6.2477
Si	-1.125	9.9056	6.2102
Si	2.7527	2.3569	6.3712
Si	2.7528	6.1727	6.2804
Si	2.7622	9.9167	6.2458
Si	6.5706	2.381	6.3562
Si	6.5769	6.1785	6.2609
Si	6.567	9.9137	6.217
Si	0.8082	2.4001	7.684
Si	0.8084	6.1265	7.6175
Si	0.8113	9.9245	7.5499
Si	4.6731	2.4032	7.7465
Si	4.678	6.1115	7.677
Si	4.6849	9.9309	7.6355
Si	8.4961	2.4082	7.6944
Si	8.5	6.1229	7.624
Si	8.4801	9.9305	7.5681
Si	0.8008	4.2845	9.148
Si	0.8261	8.0335	8.9223
Si	0.7847	11.9079	8.8064
Si	4.6858	4.2758	9.2542
Si	4.6829	8.0093	9.0173
Si	4.7023	11.9324	8.9335
Si	8.4843	4.2868	9.18
Si	8.4783	8.028	8.9343
Si	8.4691	11.9214	8.8379
Si	-1.1222	4.2579	10.5698
Si	-1.1171	8.0477	10.203
Si	-1.143	11.9258	10.1197
Si	2.6964	4.292	10.6162
Si	2.715	7.9636	10.3046
Si	2.6922	11.958	10.1331
Si	6.6364	4.2803	10.7493
Si	6.6241	7.9385	10.3629
Si	6.646	12.0246	10.2957
Si	-1.1471	2.0902	11.6869
Si	-1.1082	6.3714	11.799
Si	-1.1071	10.0128	11.3798
Si	2.6747	2.1604	11.6963
Si	2.6967	6.3051	12.0243
Si	2.6828	10.0064	11.3339
Si	6.7084	2.204	12.039
Si	6.6289	6.3065	12.1643
Si	6.6817	9.9946	11.3728
Si	0.7269	1.5674	12.9888
Si	0.6993	6.993	13.2189
Si	0.7966	10.047	12.6558
Si	4.5785	1.5886	12.9393
Si	4.5805	6.9799	13.3407
Si	4.6749	10.0135	12.4174
Si	8.7728	1.4993	13.3664
Si	8.7122	6.9657	13.335
Si	8.5621	10.0067	12.7244
Si	-0.9393	5.8347	15.546
Si	12.6323	1.3063	17.4087
Si	4.9307	7.4195	16.2761
Si	5.2368	4.8081	20.2255
Si	-0.3053	3.5645	23.1396
Si	3.2699	10.0286	19.4523
Si	8.4693	6.517	23.3743
Si	3.7544	1.5265	15.8099
Si	6.6395	4.0039	25.3347
Si	7.433	6.9671	17.702
Si	2.7634	6.7251	24.7287
Si	1.0558	9.7659	17.6513
Si	9.6766	3.5556	20.787
Si	3.7298	10.1451	16.5463
Si	5.8298	6.7607	24.7897
Si	10.7897	2.6791	15.4489
Si	8.3159	3.5116	23.1484
Si	4.9146	7.5139	19.2166
Si	9.3546	5.3737	26.0451
Si	14.5529	1.357	19.9162
Si	10.3091	6.7025	20.9877
Si	3.2608	3.5872	22.0507
Si	2.2827	3.5345	24.7097
Si	10.258	7.6607	17.95
Si	1.1936	6.0054	22.4284
Si	5.1518	2.7372	18.2888
Si	7.702	4.0651	18.8564
O	-1.2979	9.4043	0.0121
O	-1.0613	3.9025	0.2153
O	7.211	2.9596	24.1946
O	-0.8161	6.8452	-0.5061
O	9.3135	7.2828	22.1814
O	3.392	3.0921	23.5962
O	4.3023	7.2147	24.415
O	8.4551	2.8673	21.6685
O	2.7598	3.6114	0.3603
O	4.6762	2.3898	16.8068
O	6.6527	10.0161	-0.7059
O	4.5073	1.6446	19.31
O	6.5588	3.664	0.3524
O	6.5658	0.8789	0.3207
O	6.2701	6.0121	-0.6193
O	6.7835	2.8682	18.2177
O	10.7539	6.385	17.0765
O	8.6061	11.3946	13.6479
O	11.2519	8.8826	17.5592
O	0.791	11.4931	13.5292
O	0.7643	8.6439	13.5836
O	10.1781	7.4525	19.5587
O	0.4242	2.4796	14.3308
O	4.6166	8.6465	13.3532
O	4.3595	6.621	14.975
O	4.0688	11.4808	15.7188
O	4.0785	2.2038	14.3852
O	4.2355	7.1402	17.7569
O	8.614	8.6177	13.649
O	-2.3072	6.3361	14.7835
O	0.0123	5.1595	23.1619
O	9.471	6.1719	24.6135
O	6.5283	7.5999	18.9255
O	0.8781	2.946	24.0564
O	4.6108	4.1809	18.8447
O	0.3743	6.2644	14.6702
O	5.7094	5.143	24.6689
O	3.9547	10.5953	18.0943
O	7.0799	7.2907	23.838
O	9.3985	2.0368	14.8288
O	4.7049	6.3324	20.3087
O	2.2687	4.8886	21.8868
O	2.2123	1.6121	16.2822
O	1.7869	9.4419	19.0815
O	9.7866	3.3369	23.8479
O	7.9113	5.4046	17.9311
O	0.5887	11.3109	17.5418
O	6.8528	4.6525	20.1403
O	11.0538	3.0352	21.5616
O	2.2442	7.3717	26.1184
O	14.2638	2.3388	21.1666
O	6.5049	7.0112	16.3704
O	4.7195	11.4879	13.1683
O	7.8304	4.8037	26.1106
O	1.8819	7.1148	23.4047
O	2.49	5.1343	24.8749
O	11.3063	2.1119	16.9086
O	2.1887	9.5524	16.4713
O	-1.024	4.2402	15.6585
O	13.3367	1.6593	18.8502
O	2.4333	2.9913	26.1996
O	9.1324	3.3412	19.2552
O	7.9473	5.0682	22.8662
O	-1.132	12.3392	0.2901
O	9.8404	5.169	20.8081
O	4.2532	8.8249	19.9419
O	8.7152	7.9435	17.5069
O	2.77	12.4212	0.3279
O	4.7369	4.0187	21.541
O	4.7809	9.0234	16.0745
O	3.0705	11.3293	20.4185
O	11.9135	6.8226	21.2885

Results
free energy: -47205.991 eV
free energy less fixed offsets of O -463.61, Si -117.95 eV per atom: -25.921 eV
pressure: -1.83 GPa
stress xx, yy, zz, yz, xz, xy (GPa, positive in tension): 1.02, 3.14, 1.34, -0.01, -0.04, 0.2

Forces (eV/angstrom), in the order of the atoms: element, x, y, z
Si	-0.0121	-0.0603	-0.4756
Si	-0.022	-0.4249	0.0996
Si	-0.0112	0.2251	-0.1311
Si	-0.0314	-0.004	-0.8258
Si	0.0564	-0.2081	-0.5782
Si	-0.0628	0.3505	-0.592
Si	0.046	-0.0256	-0.8355
Si	-0.101	-0.3195	-0.583
Si	0.137	0.283	-0.5357
Si	0.1976	0.0353	-0.2239
Si	0.2054	-0.0177	-0.1619
Si	0.0429	0.16	-0.1704
Si	-0.0195	0.0409	-0.2847
Si	-0.0524	-0.0419	-0.1665
Si	0.0057	0.0307	-0.1836
Si	-0.1684	-0.0256	-0.2525
Si	-0.1362	-0.0328	-0.2569
Si	-0.0714	0.1775	-0.1515
Si	-0.0097	0.0839	0.1553
Si	-0.0488	-0.0486	-0.1744
Si	-0.0002	-0.0836	0.1583
Si	-0.0475	0.0592	0.3216
Si	0.008	-0.0449	-0.1447
Si	-0.0022	-0.0337	0.2825
Si	0.0603	0.1672	0.1038
Si	0.0703	-0.069	-0.185
Si	-0.0182	-0.0999	0.1994
Si	-0.0355	0.0738	-0.0901
Si	-0.0136	0.0286	-0.0054
Si	-0.0105	-0.1822	0.0048
Si	0.0294	0.0705	-0.0662
Si	-0.0382	0.0479	-0.0182
Si	0.0167	-0.1021	-0.0333
Si	0.0031	0.0975	-0.0654
Si	0.0383	0.0619	-0.0138
Si	0.009	-0.0992	-0.0292
Si	0.0313	0.1374	0.0417
Si	-0.0012	-0.1369	-0.045
Si	0.019	0.0268	-0.005
Si	0.0191	0.0584	0.0784
Si	0.0008	-0.0827	-0.0129
Si	-0.039	0.0307	-0.047
Si	-0.0651	0.0598	0.0631
Si	-0.0179	-0.0764	0.0176
Si	0.0521	0.0051	-0.0384
Si	-0.0314	-0.0572	-0.0108
Si	-0.0624	0.1284	-0.0132
Si	0.0104	-0.0813	-0.1112
Si	0.0064	0.0279	0.057
Si	0.0084	0.0529	0.0169
Si	0.0229	-0.0116	0.023
Si	0.0443	-0.0864	0.0013
Si	0.0761	0.1252	0.0053
Si	-0.0761	-0.0917	-0.0764
Si	0.0649	-0.037	0.0262
Si	0.0021	-0.1309	0.0658
Si	0.0441	0.134	0.0122
Si	0.0115	-0.0233	0.0703
Si	-0.0016	-0.0842	0.0472
Si	0.0009	0.1434	-0.0063
Si	-0.0401	-0.0202	0.0412
Si	0.0011	-0.1447	0.0394
Si	0.0026	0.1645	-0.0062
Si	0.0229	0.0742	0.1845
Si	0.024	-0.1349	-0.2883
Si	-0.0027	0.0173	-0.2704
Si	0.0387	0.0865	0.0381
Si	-0.0387	-0.1394	-0.2346
Si	-0.0857	0.0758	-0.3144
Si	-0.0455	0.0343	0.0473
Si	0.0534	-0.1185	-0.1286
Si	0.0204	0.1142	-0.0739
Si	0	0.007	0.1256
Si	0.0109	0.0065	0.1634
Si	-0.1057	0.025	0.1351
Si	-0.1604	-0.1666	0.1377
Si	-0.1782	0.1163	0.1407
Si	-0.1315	0.0242	0.031
Si	-0.0049	-0.2025	0.2054
Si	0.0927	0.1869	0.1946
Si	0.2037	-0.076	0.0975
Si	0.1788	-0.2873	0.6473
Si	0.0229	0.2354	0.4302
Si	0.1665	0.0239	1.1331
Si	-0.0801	-0.465	0.3045
Si	-0.0491	0.4262	0.4301
Si	0.0508	0.1748	1.0688
Si	0.213	-0.3841	0.3576
Si	0.0079	0.3716	0.3853
Si	-0.1125	-0.0603	0.873
Si	0.0088	0.0048	0.0895
Si	-0.0372	-0.2285	0.1861
Si	0.0764	0.0564	0.2245
Si	-0.0961	0.0928	0.2173
Si	0.0857	0.0365	0.0312
Si	-0.0522	-0.0321	0.2384
Si	-0.147	0.0141	-0.3606
Si	-0.1387	-0.0587	0.1881
Si	-0.2218	-0.0861	-0.3338
Si	0.1674	0.1826	0.0914
Si	0.1923	0.0861	-0.2718
Si	-0.2664	0.0105	0.009
Si	-0.0819	0.0839	-0.23
Si	-0.1082	-0.0167	0.0643
Si	-0.2161	0.0658	-0.2157
Si	0.0449	-0.073	0.0085
Si	-0.2156	0.057	-0.0785
Si	0.0016	-0.0149	0.3188
Si	0.0167	0.2003	-0.1245
Si	-0.0348	-0.0334	0.1289
Si	-0.0635	0.097	-0.1088
Si	0.1727	-0.1308	-0.1181
Si	0.1423	-0.045	-0.1436
Si	-0.07	0.2926	0.0474
Si	-0.0173	0.1746	-0.0735
Si	-0.0057	-0.0227	0.0451
Si	0.0175	-0.0025	0.0623
O	-0.0009	-0.0586	-0.2902
O	-0.0084	0.2272	0.4275
O	0.0696	0.4631	0.2407
O	-0.2607	-0.2679	0.1096
O	0.048	-0.3496	0.0913
O	-0.2577	0.2282	0.0672
O	-0.0428	-0.1518	0.2176
O	0.3335	0.2736	0.2072
O	0.0054	0.4064	0.6533
O	-0.0747	-0.1233	0.0902
O	-0.0264	0.1685	0.309
O	-0.0847	0.1846	-0.1618
O	0.0151	0.4319	0.7508
O	-0.018	-0.4642	0.6985
O	0.2851	-0.0256	0.2542
O	-0.1749	0.2797	0.179
O	-0.1334	-0.0324	-0.441
O	-0.0052	0.4506	-0.5271
O	0.0688	-0.1753	0.038
O	-0.0276	0.3054	-0.7753
O	-0.0068	-0.3394	-0.6653
O	-0.0135	-0.1135	-0.0673
O	0.0477	-0.2402	-0.0738
O	0.0039	-0.4486	-0.093
O	0.147	0.2348	-0.5705
O	-0.0841	0.0315	0.1048
O	0.1636	-0.2537	-0.2263
O	0.2535	0.1355	-0.2142
O	-0.0134	-0.4169	-0.568
O	-0.0167	0.1245	-0.2338
O	0.101	-0.1975	-0.05
O	-0.0854	-0.2205	0.3186
O	-0.1679	-0.2307	-0.2142
O	0.0613	0.2751	-0.0131
O	0.2583	-0.1783	0.0656
O	-0.0632	0.1807	-0.2654
O	0.28	0.0021	0.1742
O	-0.1189	-0.1332	-0.2495
O	0.0145	-0.2919	0.2812
O	-0.1035	-0.0575	-0.4459
O	0.1886	-0.0642	-0.2967
O	-0.0815	0.0103	0.1579
O	0.1247	-0.0476	-0.0218
O	0.2729	0.2037	-0.2567
O	0.0094	0.0786	-0.2259
O	-0.1243	0.0346	0.0887
O	0.3447	0.0932	-0.0901
O	-0.0323	-0.1123	-0.3161
O	-0.2853	0.2296	0.2052
O	0.0525	0.0635	0.5236
O	0.1321	0.1306	0.0074
O	-0.201	0.0659	0.1462
O	-0.1355	0.4584	-0.1332
O	0.0837	-0.0525	0.0195
O	0.0454	-0.3312	0.1763
O	-0.0728	-0.0544	-0.0601
O	-0.0575	0.096	-0.5251
O	0.2316	0.2048	0.1096
O	0.0291	0.0527	-0.0272
O	0.1346	-0.1121	-0.1651
O	-0.0647	-0.0721	0.2798
O	-0.177	0.2376	0.2609
O	0.2231	-0.0531	0.2111
O	0.015	-0.1475	0.5888
O	0.0419	-0.1536	0.0648
O	-0.0377	-0.0676	-0.3249
O	0.0039	-0.3682	0.0523
O	-0.0233	-0.4467	0.6268
O	-0.1991	0.0505	-0.1297
O	-0.1051	-0.1126	0.0341
O	0.0179	0.0222	-0.3855
O	-0.0814	-0.2521	0.2319
